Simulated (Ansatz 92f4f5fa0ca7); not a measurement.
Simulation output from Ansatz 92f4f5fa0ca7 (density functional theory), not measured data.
Periodic cell of 252 atoms, Si132O88H32, with a vacuum gap, from a study of silicon, its oxide and their interface. The atomic structure is a simulated model.

Settings: functional r2SCAN; potential files Ansatz PAW; basis plane waves; wave-function cutoff 800 eV; density cutoff ratio 5; exchange-correlation grid ratio 1; k mesh 1 x 1 x 1, shifted by 0.5 0.5 0 of a step; self-consistency stop 1e-11 eV per atom in the density residual; occupations fixed; spin none; net charge 0; applied field sawtooth along c, amplitude -0.015 V/angstrom in the program's sign convention, ramp centred at 0.9888 of c and 0.0225 of c wide, no dipole correction.

Cell vectors (angstrom)
a, 10.88, 0, 0
b, 0, 10.88, 0
c, 0, 0, 44.5345

Atoms: element, x, y, z (angstrom)
Si, -0.1426, -0.0574, 31.2081
Si, 2.3206, 3.5487, 30.8126
Si, 0.5477, 5.1436, 31.1566
Si, 2.1749, 8.7846, 30.7595
Si, 5.903, -0.1526, 30.6339
Si, 8.5955, 2.1689, 30.7942
Si, 5.4627, 5.6221, 30.7988
Si, 7.8407, 8.2413, 30.8826
Si, 1.2511, 1.3058, 32.4047
Si, 4.2017, 4.1298, 32.0902
Si, 1.4272, 6.99, 32.2405
Si, 4.0385, 9.7371, 31.9181
Si, 6.9449, 1.2592, 32.2048
Si, 9.5421, 4.0305, 32.0139
Si, 6.6676, 6.8783, 32.3144
Si, 9.3786, 9.3553, 32.2867
Si, -0.0455, 2.8176, 33.6003
Si, 2.7864, 0.0361, 33.5718
Si, -0.0375, 8.1284, 33.63
Si, 2.8583, 5.5771, 33.5002
Si, 5.4825, 2.6719, 33.44
Si, 8.1562, -0.0655, 33.6607
Si, 5.2895, 8.3248, 33.4948
Si, 8.1436, 5.4045, 33.4324
Si, 1.4006, 4.2013, 34.8398
Si, 4.1247, 1.3982, 34.8966
Si, 1.3672, 9.5395, 34.8984
Si, 4.0864, 6.905, 34.9349
Si, 6.7968, 4.0623, 34.8268
Si, 9.5207, 1.3754, 34.9334
Si, 6.7134, 9.537, 34.9415
Si, 9.4729, 6.7353, 34.8927
Si, 0.0179, 0.0287, 36.2541
Si, 2.7254, 2.7789, 36.1912
Si, -0.0071, 5.4547, 36.2638
Si, 2.6818, 8.1849, 36.3017
Si, 5.4164, 0.0363, 36.3094
Si, 8.1286, 2.7266, 36.2579
Si, 5.4539, 5.4655, 36.1935
Si, 8.1116, 8.1335, 36.2235
Si, 1.3733, 1.4096, 37.572
Si, 4.0674, 4.1277, 37.5642
Si, 1.3095, 6.8292, 37.641
Si, 4.0483, 9.5488, 37.6458
Si, 6.7837, 1.3816, 37.6504
Si, 9.5105, 4.0774, 37.6098
Si, 6.7817, 6.7858, 37.5932
Si, 9.4982, 9.5222, 37.5598
Si, 0.0003, 2.7175, 6.9279
Si, 2.6769, 0.0434, 6.9358
Si, -0.0438, 8.2071, 6.9528
Si, 2.6758, 5.4362, 6.92
Si, 5.3972, 2.7636, 6.9265
Si, 8.1603, -0.0169, 6.9298
Si, 5.4297, 8.1478, 6.9248
Si, 8.1348, 5.4513, 6.9225
Si, 1.3246, 4.0813, 8.3129
Si, 4.0168, 1.4089, 8.2749
Si, 1.317, 9.5827, 8.3163
Si, 4.0302, 6.801, 8.2495
Si, 6.7788, 4.0929, 8.2835
Si, 9.5464, 1.3291, 8.2774
Si, 6.8057, 9.4909, 8.2905
Si, 9.4581, 6.8384, 8.2739
Si, -0.0235, 0.0254, 9.7559
Si, 2.6441, 2.6953, 9.7083
Si, -0.0883, 5.4672, 9.5977
Si, 2.6934, 8.1816, 9.6005
Si, 5.3961, 0.0093, 9.5323
Si, 8.1753, 2.697, 9.5775
Si, 5.3591, 5.4322, 9.6072
Si, 8.1518, 8.1525, 9.7254
Si, 1.2933, 1.3933, 11.1899
Si, 4.0407, 4.0547, 10.9961
Si, 1.2659, 6.8459, 10.8995
Si, 4.0758, 9.5607, 10.9234
Si, 6.802, 1.3066, 10.8507
Si, 9.4765, 4.0768, 10.9722
Si, 6.7022, 6.7623, 10.9719
Si, 9.5126, 9.5382, 11.1381
Si, -0.1024, 2.8492, 12.5345
Si, 2.7702, -0.0256, 12.404
Si, 0.1188, 8.2297, 12.4448
Si, 2.6028, 5.4672, 12.1904
Si, 5.5001, 2.6474, 12.2262
Si, 8.0855, 0.0717, 12.3865
Si, 5.4794, 8.2599, 12.2955
Si, 7.9074, 5.24, 12.2978
Si, 1.1661, 4.4736, 13.7742
Si, 4.4521, 1.0874, 13.5584
Si, 1.7892, 9.2159, 13.7637
Si, 3.8654, 7.0024, 13.3446
Si, 7.0051, 3.596, 13.7382
Si, 8.9081, 1.8844, 13.6541
Si, 6.618, 9.7357, 13.8057
Si, 10.005, 6.8245, 13.9935
Si, 5.5643, 5.5817, 15.5597
Si, 9.4833, 11.9502, 16.6157
Si, 3.4438, 6.1149, 17.9809
Si, 21.1895, 3.357, 20.7509
Si, 14.6679, -9.8144, 17.7019
Si, 19.543, 3.4641, 18.1104
Si, 1.3173, 0.0617, 16.267
Si, 13.4971, 13.4202, 15.6112
Si, 9.312, -5.4859, 22.734
Si, 17.4191, 0.0506, 22.7702
Si, 11.9366, 18.0818, 19.2192
Si, 8.8342, -4.3897, 18.4447
Si, 7.9023, -3.1309, 15.9285
Si, 4.4605, 4.3919, 21.7706
Si, 5.1651, 10.8651, 19.9825
Si, 5.5776, 3.7169, 26.1433
Si, 16.1098, 8.6663, 24.2876
Si, 9.8489, 4.0945, 27.3609
Si, -4.1071, 1.185, 17.8662
Si, 4.6417, 7.8691, 20.2777
Si, 1.5253, 4.9906, 28.4693
Si, 6.954, 6.2606, 21.0518
Si, 15.5478, 2.0771, 23.8463
Si, 3.3201, 6.9389, 22.8046
Si, 11.2125, 7.5947, 23.6185
Si, 12.987, 4.4906, 19.8459
Si, 19.2664, 3.5834, 24.9166
Si, 9.6615, 11.4535, 22.1377
Si, 9.1185, 12.1794, 26.5712
Si, -0.0215, 10.3139, 24.8838
Si, 3.5457, 7.0567, 28.7588
Si, 6.7738, 1.7259, 28.3642
Si, 11.6496, 9.4203, 21.351
Si, 5.7417, 6.7956, 26.7463
Si, 13.5867, -0.2988, 23.7133
Si, 7.8054, 5.9863, 28.8048
O, 2.5821, 6.0671, 27.9159
O, 0.9679, -1.0161, 30.4072
O, 2.0109, 1.9759, 31.0815
O, 2.3716, 3.7854, 29.1791
O, 0.5503, 5.6623, 29.5791
O, 2.6748, 8.3058, 29.2784
O, 3.4274, 3.956, 20.6124
O, 5.7903, 0.7181, 29.2114
O, 18.8928, -4.6229, 22.2807
O, 9.7624, 1.0428, 30.3952
O, 7.7297, 2.4898, 29.4392
O, 4.1787, 6.3497, 30.0748
O, 6.5919, 5.2606, 29.6424
O, 9.2265, 4.499, 25.9401
O, 8.3776, 7.2542, 29.6687
O, 2.0313, 3.9436, 15.0796
O, 7.8834, 6.2288, 19.7289
O, 3.8734, 2.0528, 14.733
O, 14.3942, 5.353, 22.6687
O, 2.8684, 8.0347, 14.1533
O, 13.019, -3.7222, 17.9571
O, -0.8101, 2.1016, 21.7536
O, 4.6621, 5.9731, 14.3022
O, 20.0381, 3.2646, 19.6298
O, 8.664, 6.286, 13.2945
O, 9.4021, 1.1125, 15.0138
O, 12.3075, 12.3333, 15.4284
O, 5.4796, 10.8574, 14.2298
O, 9.4026, 7.5041, 15.3401
O, 15.5547, 7.3503, 23.5624
O, 2.68, -0.0457, 17.1835
O, 4.4144, 6.7536, 19.1268
O, 16.9619, 7.6222, 20.9867
O, 6.2685, 4.1454, 15.1567
O, 12.1158, -1.157, 15.2173
O, 7.276, 9.073, 15.1794
O, 19.6468, 5.0301, 17.6837
O, 6.5648, 0.4366, 19.292
O, 8.1813, -3.1908, 17.5398
O, 11.7896, 14.2881, 20.0551
O, 17.677, -4.2823, 15.7085
O, 16.3105, 0.1001, 21.5679
O, 10.7684, 11.0426, 17.0559
O, 23.2874, -4.8951, 20.2305
O, 8.0376, 0.3338, 22.19
O, 14.8672, 0.9233, 19.3194
O, 6.0205, 1.1611, 23.843
O, 15.3745, 2.8582, 25.275
O, 3.1505, 13.3419, 17.1499
O, -1.2373, 13.4781, 17.1472
O, -7.5265, 1.1762, 23.533
O, 8.7661, 4.0612, 23.4522
O, 13.5708, 4.7215, 18.3487
O, 8.7325, -8.857, 25.1637
O, 8.0614, 11.3659, 17.1595
O, 0.0101, 8.2657, 22.1917
O, -0.3738, 10.5478, 21.0643
O, 1.1743, 8.6687, 19.9536
O, 10.1492, -6.0927, 21.4954
O, 5.8455, 5.0616, 21.2091
O, 11.0185, 5.6049, 14.3775
O, 26.4517, 9.3509, 19.6466
O, 14.7877, 9.643, 24.3158
O, 17.7121, 3.8415, 25.1487
O, 10.0854, 10.9181, 26.1965
O, -5.5507, 0.9737, 17.1167
O, -1.0685, 2.4648, 27.4904
O, -3.7053, 2.7733, 18.0093
O, 0.535, 4.4873, 27.3156
O, 12.4369, 10.6885, 24.8576
O, -3.6776, 6.5586, 27.4108
O, 1.9381, 7.2535, 23.6047
O, 10.382, 6.8982, 18.7897
O, 1.9922, 10.048, 22.3028
O, 10.2822, 6.2731, 23.695
O, 5.8577, 7.9688, 25.6205
O, 6.4165, -1.3945, 23.5267
O, 5.1576, 5.2811, 26.4178
O, 15.3724, 16.6085, 16.7904
O, 5.9634, 2.8593, 27.4936
O, 15.6259, 7.5018, 27.8072
O, 7.7543, 0.8719, 27.3609
O, 8.977, 4.9021, 28.4824
O, 15.7554, 14.0011, 22.6418
O, 10.1909, 11.012, 23.5938
O, -0.073, 8.6757, 24.7783
O, 3.4461, 7.7137, 21.3731
O, 6.8611, 9.4262, 30.2708
H, 2.1756, 0.5688, 38.5045
H, 0.5318, 2.2112, 38.5045
H, 4.8787, 3.2955, 38.4967
H, 3.2207, 4.9238, 38.4967
H, 0.4951, 7.6584, 38.5734
H, 2.1233, 5.9995, 38.5734
H, 4.8643, 8.7212, 38.5782
H, 3.2275, 10.3715, 38.5782
H, 5.9606, 2.202, 38.5828
H, 7.599, 0.5533, 38.5828
H, 10.3353, 3.2586, 38.5423
H, 8.6881, 4.8987, 38.5423
H, 5.9629, 7.6106, 38.5257
H, 7.6091, 5.9697, 38.5257
H, 8.6774, 10.345, 38.4923
H, 10.3271, 8.7075, 38.4923
H, -0.8245, 3.5363, 5.9955
H, 0.8418, 1.9159, 5.9955
H, 3.4978, -0.7794, 6.0034
H, 1.8746, 0.8842, 6.0034
H, -0.8727, 9.0218, 6.0203
H, 0.7706, 7.3779, 6.0203
H, 1.862, 6.2659, 5.9876
H, 3.5224, 4.6401, 5.9876
H, 4.586, 3.5957, 5.994
H, 6.2204, 1.9431, 5.994
H, 7.345, 0.8114, 5.9973
H, 8.9812, -0.8396, 5.9973
H, 6.2485, 7.3229, 5.9923
H, 4.6137, 8.9753, 5.9923
H, 8.9572, 4.63, 5.99
H, 7.3073, 6.2673, 5.99

Results
free energy: -135120.962 eV
free energy less fixed offsets of H -15.71, O -570.45, Si -639.56 eV per atom: 3.278 eV

Forces (eV/angstrom), in the order of the atoms: element, x, y, z
Si, -0.0012, 0.0029, -0.01
Si, -0.0021, -0.005, -0.0372
Si, -0.0022, 0.0147, -0.0223
Si, 0.0046, -0.0113, -0.0248
Si, 0.0022, 0.0132, -0.0181
Si, -0.0066, 0.0055, -0.0271
Si, 0.0005, 0.001, -0.0313
Si, 0.0021, -0.0096, -0.0241
Si, -0.0123, -0.0024, -0.0079
Si, -0.0013, 0.002, -0.0029
Si, 0.0053, -0.0077, -0.0116
Si, -0.0019, 0.0012, -0.0101
Si, 0.0018, -0.0033, -0.0135
Si, 0.0096, -0.0034, -0.0121
Si, 0.001, -0.0007, -0.0008
Si, -0.0014, 0.0033, -0.0161
Si, -0.0095, -0.0015, 0.011
Si, -0.0016, -0.0054, 0.0064
Si, -0.0033, -0.0033, 0.0078
Si, -0.0145, 0.0026, 0.0046
Si, 0.0015, -0.0015, 0.0051
Si, 0.0065, 0.0098, 0.0049
Si, 0.0016, 0.0014, 0.0101
Si, 0.0127, -0.0017, 0.0109
Si, -0.0104, -0.0051, 0.0157
Si, 0.0008, -0.0108, 0.0253
Si, 0.0019, 0.0005, 0.0184
Si, 0.002, 0.0051, 0.019
Si, 0.0031, 0.0127, 0.0357
Si, -0.0002, 0.0022, 0.0055
Si, 0.0063, -0.0027, 0.0156
Si, 0.011, 0.0208, 0.0145
Si, -0.0015, -0.0069, 0.1566
Si, -0.0161, 0.021, 0.167
Si, 0.0049, -0.0372, 0.1897
Si, -0.012, 0.0186, 0.1989
Si, -0.0171, 0.0063, 0.2063
Si, 0.026, 0, 0.1953
Si, 0.0057, -0.0281, 0.1676
Si, 0.014, 0.0142, 0.1662
Si, -0.0171, -0.0351, 0.2801
Si, -0.0073, -0.0227, 0.1873
Si, 0.039, -0.0011, 0.3555
Si, -0.0858, 0.0482, 0.3655
Si, -0.0167, 0.0404, 0.3554
Si, 0.0505, -0.0351, 0.2336
Si, 0.1244, -0.0079, 0.4302
Si, 0.0175, 0.0092, 0.179
Si, 0.0059, -0.0128, -0.2938
Si, -0.028, -0.0249, -0.3829
Si, 0.0422, -0.0018, -0.2415
Si, -0.0527, 0.0474, -0.306
Si, 0.0164, -0.0385, -0.3238
Si, 0.0021, -0.0315, -0.2653
Si, 0.052, -0.03, -0.3165
Si, -0.13, 0.1015, -0.3621
Si, -0.0252, 0.0209, -0.1791
Si, 0.0251, -0.021, -0.1812
Si, 0.0405, -0.045, -0.1718
Si, -0.014, 0.0129, -0.1837
Si, 0.0087, -0.0124, -0.1752
Si, -0.0377, 0.0388, -0.1859
Si, -0.025, 0.0225, -0.1813
Si, 0.026, -0.0072, -0.179
Si, 0.0063, 0.0018, -0.0268
Si, 0.0104, 0.003, -0.0355
Si, -0.0028, -0.009, -0.0099
Si, 0.0005, -0.0025, -0.0097
Si, -0.005, -0.0049, -0.0094
Si, 0.0027, 0.0024, -0.0068
Si, -0.012, -0.0064, -0.0257
Si, -0.0085, -0.0037, -0.0274
Si, -0.0014, 0.0001, -0.0155
Si, 0.0041, 0.0095, -0.0129
Si, 0.0127, -0.0076, -0.0018
Si, 0.008, -0.0035, -0.0092
Si, -0.0129, 0.0069, -0.0063
Si, -0.0087, 0.005, 0.0071
Si, -0.0036, -0.0015, -0.004
Si, -0.001, -0.003, -0.0131
Si, -0.0064, 0.0113, 0.0141
Si, 0.0037, -0.0096, 0.0112
Si, 0.0029, -0.0075, 0.0124
Si, -0.0082, 0.0052, 0.0172
Si, 0.0088, -0.014, 0.0205
Si, -0.0078, 0.0094, 0.0153
Si, -0.0091, 0.004, 0.0155
Si, 0.0035, -0.0213, -0.0007
Si, 0.0014, 0.0026, -0.0478
Si, 0.0056, 0.0029, -0.0326
Si, 0.0056, -0.0022, -0.0413
Si, 0.0022, 0.0024, -0.0323
Si, -0.0069, -0.0014, -0.0319
Si, 0.0034, 0.0017, -0.0271
Si, -0.0053, 0.0034, -0.0501
Si, 0.0041, -0.003, -0.0435
Si, 0.0096, -0.013, -0.0791
Si, 0.0101, -0.0102, -0.0491
Si, 0.0159, -0.0106, -0.0781
Si, -0.0055, 0.0006, -0.0786
Si, -0.0175, 0.0098, -0.0736
Si, -0.0067, -0.0073, -0.0627
Si, -0.0042, -0.0038, -0.0588
Si, 0.002, 0.0091, -0.0623
Si, 0.0009, 0.0123, -0.0678
Si, -0.0107, 0.0012, -0.0736
Si, -0.0036, -0.0125, -0.0606
Si, -0.0058, 0.0117, -0.0761
Si, -0.0038, 0.0117, -0.0807
Si, -0.0067, 0.0091, -0.0696
Si, -0.0013, 0.0175, -0.0758
Si, -0.0076, -0.0045, -0.0831
Si, -0.0114, 0.01, -0.0784
Si, -0.0116, -0.0144, -0.0676
Si, 0.0073, 0.0019, -0.0649
Si, 0.003, -0.0023, -0.07
Si, -0.0086, 0.0041, -0.0703
Si, 0.0072, 0.007, -0.0663
Si, 0.0033, -0.0082, -0.0729
Si, -0.0019, -0.0042, -0.0649
Si, 0.0042, -0.0055, -0.0558
Si, -0.0001, 0.0083, -0.0628
Si, 0.0015, 0.0052, -0.0779
Si, 0.0034, 0.0117, -0.0694
Si, 0.0154, -0.0101, -0.068
Si, 0.0092, -0.009, -0.0679
Si, 0.0147, -0.0005, -0.0626
Si, 0.0047, 0.0137, -0.0885
Si, 0.0005, -0.009, -0.07
Si, -0.0031, 0.0081, -0.0769
Si, -0.0066, -0.0046, -0.0537
Si, 0.0056, -0.008, -0.069
O, -0.0011, -0.0001, 0.0185
O, 0.0006, 0.0001, 0.0109
O, 0.0068, -0.0001, 0.0084
O, 0.0068, -0.008, 0.0395
O, -0.0077, -0.003, 0.043
O, -0.009, 0.0134, 0.0371
O, 0.018, -0.0017, 0.0329
O, -0.0092, -0.0234, 0.045
O, 0.0161, -0.0048, 0.0358
O, -0.0005, -0.0048, 0.0233
O, 0.0186, 0.0033, 0.0492
O, 0.0139, -0.0104, 0.0359
O, -0.02, -0.0012, 0.0408
O, 0.0101, 0.0042, 0.0472
O, 0.0003, 0.0226, 0.0348
O, 0.0095, -0.0125, 0.0334
O, -0.0205, -0.0037, 0.0531
O, -0.0166, 0.0075, 0.0411
O, -0.0019, 0.0057, 0.0256
O, -0.0053, 0.0067, 0.0125
O, -0.0098, 0.0025, 0.0322
O, -0.0042, -0.0182, 0.0244
O, 0.0142, -0.0129, 0.0384
O, 0.0158, 0.0002, 0.0493
O, 0.0138, 0.0206, 0.0108
O, 0.0086, -0.0105, 0.0685
O, -0.001, -0.0071, 0.0228
O, 0.0027, -0.0045, 0.0132
O, -0.0137, 0.0045, 0.0316
O, 0.0129, 0.0095, 0.0367
O, 0.0185, 0.004, 0.0297
O, 0.0096, 0.0161, 0.04
O, 0.0037, -0.0031, 0.0241
O, -0.0125, 0.0151, 0.0366
O, -0.0029, 0.0148, 0.0397
O, 0.0111, -0.0125, 0.033
O, 0.0025, 0.0039, 0.0287
O, -0.0114, -0.0132, 0.046
O, 0.0086, -0.0129, 0.0494
O, -0.008, -0.0034, 0.0206
O, 0.0042, 0.0044, 0.0177
O, 0.011, -0.0002, 0.0514
O, -0.0043, -0.0003, 0.0216
O, 0.0002, -0.0035, 0.0321
O, -0.0043, -0.0022, 0.0173
O, 0.0127, -0.0112, 0.045
O, -0.0039, 0.0105, 0.0344
O, 0.0069, 0.0177, 0.0449
O, 0.0111, -0.008, 0.0382
O, -0.0086, 0.0196, 0.0377
O, -0.0003, 0.0026, 0.0213
O, -0.0109, -0.0193, 0.0486
O, -0.0097, -0.0076, 0.0332
O, 0.0029, -0.0071, 0.0342
O, -0.0164, 0.0034, 0.0322
O, -0.0035, -0.0074, 0.0359
O, -0.0036, 0.0028, 0.0242
O, -0.0016, 0.0207, 0.0362
O, -0.0097, 0.0133, 0.0405
O, -0.0079, -0.0083, 0.0222
O, -0.0048, 0.0034, 0.0165
O, -0.0007, -0.0089, 0.0201
O, 0.0031, -0.0042, 0.0248
O, -0.0086, 0.002, 0.0305
O, -0.0169, 0.0161, 0.039
O, 0.0035, -0.0013, 0.0291
O, 0.0024, 0.0096, 0.0296
O, 0.0003, 0.0041, 0.0181
O, 0.0167, 0.0063, 0.0334
O, -0.0117, 0.0019, 0.0314
O, 0.0167, -0.0082, 0.045
O, -0.0096, 0.0025, 0.0252
O, 0.0155, 0.0031, 0.0244
O, 0.0128, 0.0099, 0.0421
O, 0.003, 0.0011, 0.0232
O, 0.0064, -0.0219, 0.0509
O, -0.006, -0.0147, 0.0307
O, 0.0021, 0.0101, 0.0338
O, -0.0306, 0.0097, 0.0542
O, 0.0115, -0.0208, 0.0488
O, -0.0184, 0.0008, 0.0452
O, -0.0212, 0.005, 0.0384
O, -0.0103, 0.014, 0.0367
O, 0.0022, -0.0196, 0.0386
O, 0.0071, -0.011, 0.0494
O, -0.005, 0.0129, 0.0335
O, -0.0123, -0.0063, 0.0423
O, -0.0008, 0.0032, 0.0183
H, -0.2099, 0.3993, -0.2912
H, 0.3734, -0.2497, -0.2778
H, -0.2431, 0.3043, -0.2936
H, 0.3406, -0.2107, -0.2993
H, 0.3318, -0.3634, -0.2248
H, -0.2844, 0.2697, -0.2348
H, -0.2304, 0.2751, -0.2666
H, 0.3149, -0.3453, -0.1992
H, 0.3001, -0.2639, -0.2259
H, -0.2495, 0.3341, -0.2354
H, -0.3697, 0.2754, -0.2399
H, 0.3292, -0.2551, -0.273
H, 0.2047, -0.2979, -0.2981
H, -0.3228, 0.3023, -0.2455
H, 0.2558, -0.2989, -0.312
H, -0.381, 0.3109, -0.2789
H, 0.2218, -0.2909, 0.2973
H, -0.3504, 0.4063, 0.2408
H, -0.2506, 0.1914, 0.2992
H, 0.3419, -0.4316, 0.2257
H, 0.412, -0.3776, 0.2468
H, -0.1935, 0.2906, 0.3009
H, 0.1783, -0.3341, 0.2606
H, -0.3929, 0.2821, 0.2602
H, 0.3788, -0.319, 0.2543
H, -0.2753, 0.1662, 0.2806
H, 0.2066, -0.2016, 0.3163
H, -0.4197, 0.3947, 0.209
H, -0.3688, 0.3109, 0.2411
H, 0.2685, -0.1838, 0.2869
H, -0.2351, 0.2779, 0.3053
H, 0.3107, -0.3715, 0.2248

The program warned: the cutoff lies below the one the program advises for these potential files; the forces do not sum to zero within the program's tolerance; empty levels may hold ghost states of the PAW files; the exchange-correlation potential is rough where the density is thin.
